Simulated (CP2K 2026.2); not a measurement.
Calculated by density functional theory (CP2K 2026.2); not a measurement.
Periodic cell of 534 atoms, Si358O176, from a study of silicon, its oxide and their interface. The atomic structure is a simulated model.
Doubt: the forces sum to 0.92 eV/angstrom along one axis rather than to zero, so they err by at least 0.0017 eV/angstrom per atom on average; the grid cutoff is modest.

Settings: functional PBE; method Gaussian and plane waves; basis set DZVP-MOLOPT-SR-GTH; pseudopotentials GTH-PBE; grid cutoff 400 Ry, relative cutoff 50 Ry; k points Gamma only; occupations fixed; spin none; net charge 0.

Cell vectors (angstrom)
a	16.4025	0	0
b	0	16.4025	0
c	0	0	35.7831

Atoms and the computed forces on them: element, x, y, z (angstrom), force x, y, z (eV/angstrom)
Si	0.382	0.019	0.153	-0.082	0.093	-0.082
Si	2.478	2.863	0.072	0.074	-0.091	-0.166
Si	0.222	5.181	-0.066	-0.207	-0.005	-0.164
Si	3.056	8.098	0.164	-0.107	-0.09	0.088
Si	-0.273	11.329	0.215	0.002	-0.084	-0.203
Si	2.572	14.134	-0.075	0.026	-0.009	-0.332
Si	5.919	-0.791	-0.052	-0.474	0.133	-0.129
Si	8.468	2.773	0.181	-0.136	0.385	0.209
Si	5.157	5.807	0.026	-0.08	-0.004	0.051
Si	7.964	8.371	0.046	0.063	-0.094	0.015
Si	5.784	10.655	-0.095	0.025	0.275	-0.163
Si	7.808	14.161	0.157	0.143	-0.302	0.035
Si	10.655	0.507	-0.44	0.176	0.154	0.208
Si	13.345	3.066	0.298	-0.013	0.21	-0.168
Si	10.997	5.301	0.479	0.013	-0.054	0.132
Si	13.156	8.844	-0.056	0.081	-0.262	-0.223
Si	10.714	10.884	-0.033	-0.219	-0.059	-0.05
Si	14.294	13.731	-0.17	0.176	0.02	0.256
Si	1.472	1.432	1.621	-0.091	0.01	-0.195
Si	4.09	4.118	1.308	-0.053	0.105	-0.261
Si	1.27	6.917	1.241	0.208	0.012	-0.154
Si	4.237	9.632	1.457	0.056	-0.053	-0.205
Si	1.466	12.451	1.306	-0.025	0.05	-0.153
Si	4.146	15.013	1.443	0.17	0.124	-0.187
Si	6.934	1.546	1.407	0.035	0.027	0.047
Si	9.537	4.111	1.77	0.03	-0.002	-0.196
Si	6.777	6.848	1.42	0.007	0.059	-0.258
Si	9.445	9.579	1.43	-0.075	-0.116	-0.151
Si	6.837	12.34	1.334	-0.166	-0.246	-0.169
Si	9.556	15.264	1.224	0.044	0.166	-0.19
Si	12.235	1.302	1.307	-0.045	-0.026	-0.198
Si	15.072	4.165	1.435	0.025	0.039	-0.133
Si	12.285	7.043	1.352	0.055	0.093	-0.158
Si	14.797	9.806	1.396	0.087	-0.113	-0.012
Si	11.971	12.318	1.354	0.198	0.006	0.037
Si	15.198	15.147	1.428	-0.019	0.062	-0.267
Si	-0.033	2.752	2.835	-0.061	0.087	0.176
Si	2.867	0.04	2.852	0.046	-0.034	0.135
Si	-0.108	8.307	2.627	-0.095	0.014	-0.094
Si	2.663	5.51	2.697	-0.101	-0.089	-0.087
Si	0.097	13.744	2.782	0.184	0.061	0.171
Si	2.771	11.015	2.699	-0.041	-0.018	-0.005
Si	5.463	2.809	2.743	-0.048	0.018	-0.022
Si	8.197	0.062	2.779	-0.025	0.092	-0.14
Si	5.502	8.244	2.854	0.176	0.027	0.119
Si	8.104	5.525	2.885	-0.078	0.077	0.054
Si	5.415	13.583	2.788	0.056	-0.044	0.085
Si	8.162	11.001	2.785	-0.011	0.045	0.03
Si	10.957	2.638	2.873	-0.021	-0.09	0.201
Si	13.65	-0.01	2.703	-0.041	0.02	0.008
Si	10.881	8.266	2.792	-0.041	0.029	0.024
Si	13.7	5.616	2.726	-0.077	-0.023	0.1
Si	10.821	13.831	2.696	-0.001	0.013	-0.058
Si	13.485	11.084	2.804	-0.195	0.079	0.117
Si	1.348	4.142	4.158	0.064	0.059	-0.137
Si	4.169	1.443	4.19	-0.032	-0.062	-0.055
Si	1.335	9.62	4.005	-0.029	0.052	0.075
Si	4.055	6.854	4.129	-0.013	-0.028	-0.149
Si	1.439	15.085	4.194	-0.064	-0.078	-0.112
Si	4.078	12.284	4.202	0.032	0.012	-0.045
Si	6.767	4.128	4.197	0.056	0.063	0.055
Si	9.542	1.346	4.249	0.11	0.076	-0.161
Si	6.859	9.616	4.212	-0.047	-0.069	-0.129
Si	9.545	6.878	4.178	0.019	0.011	-0.028
Si	6.813	15.022	4.111	0.041	-0.019	-0.15
Si	9.537	12.399	4.118	-0.09	-0.106	-0.027
Si	12.344	4.143	4.122	-0.022	-0.045	-0.216
Si	14.985	1.36	4.139	-0.001	0.076	-0.021
Si	12.228	9.635	4.179	-0.004	0.021	-0.007
Si	15.049	6.935	4.127	-0.095	-0.02	-0.059
Si	12.284	15.053	4.105	-0.001	0.033	-0.058
Si	15.022	12.378	4.106	-0.031	-0.01	-0.094
Si	0	-0.033	10.982	0.004	0.012	-0.01
Si	2.763	2.731	10.981	0.004	-0.027	-0.005
Si	0.008	5.455	10.983	-0.007	-0.005	-0.007
Si	2.752	8.176	10.969	0.01	-0.031	-0.005
Si	-0.014	10.896	10.978	0.017	0.05	-0.008
Si	2.744	13.637	10.969	0.008	-0.009	-0.003
Si	5.491	-0.016	10.975	0.004	-0.007	-0.002
Si	8.226	2.7	10.995	0.031	-0.031	0.001
Si	5.5	5.445	10.99	-0.01	-0.03	0.008
Si	8.207	8.162	10.994	0.001	-0.013	0.015
Si	5.468	10.903	10.976	-0.008	0.008	0
Si	8.209	13.631	10.997	0.025	0.001	-0.003
Si	10.924	-0.038	11.011	0.007	0.027	-0.002
Si	13.664	2.696	10.982	0.041	-0.015	-0.011
Si	10.942	5.423	10.984	0.062	-0.031	-0.004
Si	13.675	8.161	10.98	0.031	0.011	-0.009
Si	10.93	10.877	11.008	0.024	-0.017	0
Si	13.645	13.615	11.003	0.036	0.009	-0.012
Si	1.401	1.335	12.316	-0.003	0.021	-0.006
Si	4.158	4.067	12.363	-0.013	0.029	0.014
Si	1.412	6.8	12.339	0.022	0.03	0.007
Si	4.131	9.515	12.343	0.001	0.048	0.002
Si	1.384	12.246	12.319	-0.071	-0.035	-0.006
Si	4.14	14.996	12.32	-0.019	0.027	-0.01
Si	6.874	1.318	12.359	-0.06	-0.013	0.001
Si	9.604	4.041	12.374	-0.043	0.012	0.013
Si	6.873	6.781	12.382	0.008	0.029	0.016
Si	9.57	9.501	12.388	0.004	0.031	0.013
Si	6.85	12.244	12.345	-0.016	-0.015	-0.023
Si	9.562	14.98	12.385	-0.014	-0.018	0.014
Si	12.298	1.326	12.366	0.032	0.01	0.009
Si	15.045	4.061	12.327	-0.028	-0.028	-0.013
Si	12.324	6.772	12.343	-0.02	0.015	-0.01
Si	15.042	9.512	12.355	-0.047	-0.076	0.004
Si	12.295	12.221	12.389	-0.014	0.022	0.025
Si	15.024	14.984	12.343	0.003	-0.032	0.004
Si	0.032	2.7	13.667	-0.013	-0.025	-0.006
Si	2.784	-0.03	13.667	0	-0.025	-0.004
Si	0.049	8.161	13.696	-0.01	0.04	0.014
Si	2.795	5.447	13.717	-0.008	-0.022	0.011
Si	0.004	13.596	13.672	-0.017	0.017	-0.026
Si	2.754	10.877	13.684	0.003	-0.013	-0.01
Si	5.544	2.699	13.729	0.026	-0.07	-0.006
Si	8.198	-0.062	13.767	0.035	0.046	0.041
Si	5.495	8.153	13.735	-0.031	-0.045	0.026
Si	8.256	5.404	13.75	0.002	-0.039	-0.023
Si	5.514	13.64	13.691	0.028	-0.031	0.007
Si	8.155	10.843	13.744	-0.008	0.08	0.004
Si	10.953	2.672	13.779	0.019	-0.024	0.058
Si	13.629	-0.083	13.716	0.014	0.04	-0.011
Si	10.954	8.101	13.728	0.097	-0.023	-0.006
Si	13.677	5.392	13.712	0.012	0.005	0.018
Si	10.88	13.555	13.746	0.084	0.004	0.006
Si	13.653	10.82	13.758	0.06	0.059	0.032
Si	1.427	4.047	15.032	0.001	0.002	0.026
Si	4.176	1.306	15.05	-0.014	0.025	0.035
Si	1.426	9.507	15.086	-0.015	-0.028	0.078
Si	4.159	6.794	15.13	0.009	0	0.078
Si	1.41	14.971	14.972	-0.06	0.025	0.002
Si	4.156	12.241	14.99	-0.031	-0.044	0.012
Si	6.929	4.026	15.132	0.012	0.079	0.037
Si	9.584	1.273	15.152	-0.102	-0.006	-0.036
Si	6.844	9.462	15.167	0.079	0.096	0.096
Si	9.646	6.725	15.137	-0.063	-0.051	0.084
Si	6.84	14.96	15.155	-0.094	-0.082	0.127
Si	9.48	12.199	15.133	-0.034	-0.024	0.016
Si	12.321	4.061	15.151	0.093	0.063	0.033
Si	15.048	1.311	14.986	0.016	-0.011	-0.039
Si	12.289	9.42	15.148	-0.102	-0.104	0.016
Si	15.122	6.729	15.01	-0.03	0.051	0.002
Si	12.248	14.922	15.088	-0.035	-0.078	0.002
Si	15.084	12.19	15.056	0.031	0.011	0.022
Si	0.015	-0.079	16.284	0.111	-0.114	0.001
Si	2.808	2.681	16.368	-0.058	-0.025	0.03
Si	0.089	5.407	16.413	-0.026	-0.041	-0.012
Si	2.756	8.139	16.513	0.015	0.091	0.03
Si	0.151	10.941	16.466	-0.173	-0.007	0.096
Si	2.832	13.645	16.301	0	0.096	0.111
Si	5.487	-0.03	16.51	-0.005	-0.09	0.066
Si	8.318	2.702	16.563	0.003	-0.115	0.047
Si	5.572	5.41	16.472	-0.059	-0.134	0.094
Si	8.249	8.025	16.51	-0.004	-0.041	-0.017
Si	5.411	10.886	16.449	-0.099	0.009	0.016
Si	8.125	13.537	16.598	0.006	-0.066	0.075
Si	10.835	-0.211	16.517	0.044	0.022	0.056
Si	13.736	2.639	16.406	-0.048	-0.001	0.008
Si	10.989	5.413	16.628	0.075	0.102	0.033
Si	13.798	8.042	16.408	0.165	0.073	0.004
Si	10.738	10.701	16.458	0.044	0.212	0
Si	13.623	13.487	16.363	0.062	-0.014	0.096
Si	1.419	1.254	17.618	0.028	0.012	-0.154
Si	4.162	4.037	17.771	0.078	0.148	-0.039
Si	1.422	6.718	17.873	0.012	-0.005	0.115
Si	4.07	9.57	17.893	-0.147	-0.113	0.15
Si	1.585	12.381	17.786	0.186	0.018	0.02
Si	4.022	14.993	17.811	-0.035	-0.025	0.016
Si	6.914	1.313	17.875	0.015	0.058	-0.169
Si	9.741	3.952	18.066	-0.059	-0.073	0.151
Si	6.956	6.678	17.936	-0.025	-0.192	0.031
Si	9.374	9.417	18.043	0.039	-0.044	-0.089
Si	6.674	12.165	17.97	0.03	0.027	0.153
Si	9.453	14.866	18.082	-0.064	-0.048	-0.112
Si	12.33	1.191	17.649	-0.051	0.047	-0.07
Si	15.199	3.97	17.743	-0.052	0.083	0
Si	12.553	6.708	17.927	-0.168	-0.174	-0.089
Si	15.158	9.491	17.717	0.158	-0.097	-0.128
Si	12.167	12.067	17.656	-0.042	0.026	-0.468
Si	15.066	14.906	17.595	-0.104	-0.016	-0.128
Si	0.192	2.595	19.023	0.037	0.113	0.084
Si	2.591	-0.053	19.139	-0.119	-0.208	-0.021
Si	0.062	8.144	19.2	-0.109	-0.084	0.471
Si	2.921	5.417	19.238	-0.072	-0.046	-0.143
Si	0.089	13.708	19.003	0.265	0.189	0.054
Si	2.83	11.093	19.396	0.028	-0.28	0.453
Si	5.479	2.655	19.159	0.036	0.179	0.367
Si	8.033	-0.048	19.452	-0.049	0.022	0.115
Si	5.662	8.28	19.123	0.082	0.252	-0.352
Si	8.297	5.251	19.464	-0.159	0.218	0.264
Si	5.338	13.723	19.279	0.133	0.056	0.038
Si	7.375	10.113	19.132	-0.263	0.218	0.101
Si	11.279	2.464	19.269	-0.201	-0.217	-0.072
Si	13.666	-0.197	18.903	0.089	0.039	0.004
Si	10.287	8.951	20.227	-0.161	-0.345	0.259
Si	13.852	5.174	19.217	0.273	0.304	0.088
Si	10.811	13.197	19.192	0.004	-0.216	0.14
Si	13.342	10.445	18.842	0.02	0.189	-0.106
Si	1.848	3.608	20.457	0.301	-0.115	0.348
Si	4.03	1.295	20.372	-0.054	0.013	0.015
Si	1.463	9.519	20.617	-0.303	0.451	-0.644
Si	4.498	6.719	20.592	0.105	-0.572	0.011
Si	0.824	15.439	20.51	-0.088	0.064	0.118
Si	4.529	12.295	20.964	-0.433	0.302	-0.619
Si	6.53	4.199	20.66	0.347	-0.461	-0.281
Si	10.243	1.375	21.178	0.351	0.084	-0.408
Si	7.37	10.747	21.372	0.106	-0.082	-0.631
Si	9.227	6.175	21.529	-0.171	-0.353	-0.527
Si	6.261	15.397	20.702	-0.283	0.008	-0.448
Si	10.249	11.334	20.88	-0.265	0.598	0.224
Si	12.936	3.478	20.596	0.285	-0.356	-0.029
Si	15.065	1.227	20.156	0.138	-0.231	0.344
Si	12.427	8.393	19.636	0.414	-0.184	0.736
Si	14.842	6.888	20.503	0.212	0.023	-0.417
Si	12.533	14.498	20.077	0.294	-0.377	0.288
Si	14.357	11.963	20.209	-0.107	-0.053	0.432
Si	-5.052	3.911	22.287	0.068	-0.035	-0.044
Si	3.068	3.806	26.909	-0.036	-0.058	0.228
Si	-6.041	6.645	26.001	0	0.236	0.123
Si	3.044	7.607	22.227	0.392	0.012	0.235
Si	-0.275	11.141	22.379	-0.201	0.106	0.524
Si	1.047	13.705	22.96	-0.383	-0.112	0.453
Si	9.84	-7.18	24.918	0.202	0.064	0.301
Si	4.422	5.282	24.835	-0.034	-0.227	0.451
Si	4.308	8.229	25.044	0.008	0.086	0.436
Si	7.181	4.806	23.42	-0.027	-0.25	0.079
Si	3.798	13.46	23.931	-0.013	-0.041	0.299
Si	6.951	16.848	25.074	-0.255	-0.061	0.299
Si	12.535	-6.661	25.761	0.042	-0.072	0.147
Si	8.034	-1.465	23.058	-0.351	-0.074	0.481
Si	11.491	5.708	29.453	0.123	0.022	0.005
Si	16.888	5.706	22.423	-0.32	-0.164	0.055
Si	13.214	6.916	25.982	0.01	0.302	0.003
Si	14.149	14.059	26.599	0.023	-0.021	0.145
Si	-4.235	-2.362	24.502	0.273	-0.139	0.25
Si	1.692	1.671	25.471	0.037	0.01	0.268
Si	1.599	13.824	29.767	0.08	-0.013	-0.095
Si	0.61	6.232	30.26	0.012	0.032	-0.005
Si	-1.422	12.864	24.273	0.043	-0.098	0.114
Si	5.896	11.957	25.602	-0.035	-0.004	0.111
Si	7.962	3.176	26.03	-0.114	-0.094	0.342
Si	7.94	-2.206	25.979	-0.026	0.08	0.258
Si	1.655	4.535	24.67	-0.04	-0.21	0.36
Si	4.857	9.705	27.444	-0.123	0.065	0.078
Si	3.641	5.196	29.645	-0.063	-0.029	0.055
Si	9.496	14.486	28.619	-0.098	-0.008	-0.112
Si	10.913	-0.591	22.43	0.367	-0.01	0.269
Si	14.444	6.872	28.625	-0.013	0.059	-0.009
Si	8.814	6.577	28.616	-0.058	0.1	-0.007
Si	12.092	4.404	25.212	0.086	0.231	0.397
Si	11.371	11.398	23.633	0.12	-0.136	0.485
Si	13.038	18.621	27.431	0.107	-0.1	-0.003
Si	-3.17	3.437	33.123	-0.04	0.171	-0.16
Si	-1.066	0.458	26.561	0.117	0.003	-0.046
Si	-4.659	0.266	29.297	-0.085	0.018	-0.107
Si	5.86	7.555	29.241	-0.063	0.058	0.062
Si	-1.147	12.724	29.008	0.023	0.057	-0.181
Si	1.913	11.15	31.446	-0.105	-0.032	-0.33
Si	3.995	-1.088	28.472	-0.018	0.039	0.014
Si	6.699	-0.573	29.28	-0.021	0.039	0.083
Si	4.633	10.031	30.446	-0.006	-0.056	-0.13
Si	5.283	3.197	31.211	-0.087	-0.156	-0.234
Si	1.084	18.131	33.563	0.182	-0.094	0.101
Si	9.501	3.753	28.35	0.163	-0.004	0.206
Si	9.28	6.417	33.804	0.242	-0.004	0.009
Si	16.645	-0.176	31.416	0.04	0.02	-0.359
Si	12.338	10.599	31.29	-0.009	-0.156	-0.082
Si	16.496	8.926	31.558	0.033	0.058	-0.134
Si	7.015	9.698	24.134	-0.033	0.211	0.389
Si	14.175	15.009	32.791	-0.069	-0.439	-0.579
Si	-0.37	4.469	32.779	-0.032	0.082	-0.078
Si	4.618	0.196	31.057	0.092	0.081	-0.142
Si	1.484	9.825	33.922	0.019	-0.032	-0.193
Si	5.942	11.779	32.783	-0.019	-0.066	-0.207
Si	4.484	14.501	33.256	-0.089	0.176	-0.132
Si	6.962	4.469	33.634	0.017	-0.142	-0.076
Si	13.986	-6.391	28.603	-0.05	-0.069	-0.122
Si	7.13	2.421	28.724	-0.099	-0.182	0.181
Si	11.845	5.896	32.374	0.041	-0.125	-0.125
Si	4.033	16.195	25.37	-0.038	0.037	0.223
Si	8.904	12.499	33.514	0.007	-0.145	-0.049
Si	14.685	0.932	29.299	0.136	0.109	-0.058
Si	11.912	0.776	32.326	-0.119	0.175	-0.1
Si	13.581	8.335	32.683	0.027	0.019	-0.288
Si	10.561	12.783	30.909	0.049	-0.175	-0.17
Si	13.482	13.202	31.526	-0.058	-0.051	0.11
O	1.413	-1.136	35.324	-0.048	-0.272	0.167
O	0.027	1.015	34.626	-0.345	-0.321	0.097
O	1.479	4.135	35.509	-0.184	0.06	0.327
O	2.499	2.01	34.385	0.111	0.19	0.276
O	-0.418	5.355	34.171	0.136	-0.004	0.485
O	-5.39	4.344	28.633	-0.22	-0.095	0.046
O	2.707	9.142	34.715	0.001	0.044	-0.1
O	4.038	6.932	35.279	-0.073	-0.029	0.521
O	-1.107	12.503	35.145	-0.023	0.002	0.179
O	0.255	10.257	34.871	-0.081	-0.172	0.159
O	5.348	13.291	32.584	-0.202	0.04	-0.221
O	3.305	13.876	34.216	-0.422	-0.386	0.255
O	5.441	-0.95	34.163	0.122	-0.123	0.158
O	2.911	-2.26	28.837	-0.036	-0.167	-0.084
O	9.592	1.769	35.309	0.013	-0.113	-0.326
O	7.644	3.465	34.718	-0.131	-0.279	-0.101
O	5.769	5.295	34.369	-0.132	0.12	0.116
O	8.644	7.783	34.422	-0.218	0.196	0.295
O	6.874	9.479	35.256	0.051	0.14	0.421
O	5.286	11.194	34.176	-0.189	-0.13	0.481
O	5.565	10.984	31.39	0.283	0.21	0.247
O	8.386	13.738	34.43	-0.255	0.258	0.213
O	6.156	17.241	35.869	0.101	-0.287	0.365
O	11.024	0.408	33.677	-0.142	-0.224	0.635
O	10.827	-5.239	31.009	-0.015	-0.026	-0.115
O	13.767	2.762	34.504	0.229	-0.052	0.28
O	12.095	4.134	35.912	0.184	-0.047	0.209
O	10.516	6.753	32.786	-0.245	-0.045	0.226
O	9.976	5.584	35.01	0.053	-0.135	0.174
O	13.839	8.36	34.288	0.262	0.095	0.359
O	14.905	8.787	31.843	-0.045	-0.073	-0.044
O	9.871	11.511	34.434	0.047	-0.198	0.326
O	11.919	9.854	35.223	0.163	-0.327	-0.048
O	12.824	13.123	35.95	-0.261	0.083	0.074
O	13.254	16.28	32.396	0.304	0.041	-0.118
O	2.952	2.444	21.108	-0.081	0.34	-0.286
O	0.94	4.33	21.656	-0.019	-0.055	0.032
O	1.475	2.918	24.433	0.034	0.287	-0.179
O	5.076	0.152	21.151	0.15	0.126	-0.349
O	-2.884	13.438	23.737	0.071	0.149	-0.087
O	-0.568	12.28	19.57	-0.199	0.022	-0.334
O	2.873	8.916	21.233	-0.025	-0.058	0.042
O	0.504	9.782	21.982	0.044	-0.224	-0.38
O	-0.359	13.998	23.739	0.152	0.12	-0.126
O	-0.347	16.558	21.013	0.335	-0.015	-0.213
O	4.084	13.094	22.361	0.185	0.013	-0.191
O	-0.798	11.377	23.921	-0.153	0.159	-0.046
O	7.869	1.739	25.314	0.195	-0.146	-0.04
O	7.002	3.698	22.207	-0.19	-0.185	-0.302
O	11.045	-3.561	24.347	0.01	0.101	-0.134
O	7.788	4.28	24.852	0.158	-0.004	-0.311
O	5.893	11.482	21.406	0.281	-0.294	0.233
O	7.358	9.574	22.541	0.302	0.113	-0.186
O	8.117	5.997	22.771	0.244	0.132	0.105
O	5.684	5.307	23.839	-0.092	0.346	-0.034
O	7.345	15.703	26.173	0.089	-0.025	-0.009
O	6.911	14.478	21.948	-0.201	0.053	0.117
O	10.156	7.627	24.699	0.162	-0.215	-0.315
O	11.471	11.61	22.017	-0.017	0.145	-0.442
O	9.416	3.33	26.77	0.127	0.084	-0.252
O	9.55	7.754	21.206	0.143	0.868	-0.133
O	10.602	5.359	21.998	0.028	-0.024	0.176
O	14.096	2.268	21.052	-0.401	0.655	-0.27
O	13.53	7.872	20.852	-0.253	0.15	-0.361
O	8.719	11.714	21.527	0.168	0.19	0.244
O	16.804	5.343	24.031	0.096	-0.035	-0.445
O	15.439	6.262	21.919	0.081	-0.208	0.282
O	11.553	15.465	23.951	-0.149	0.181	-0.384
O	13.761	13.459	20.515	-0.075	-0.087	-0.101
O	14.692	11.223	21.615	-0.094	0.039	0.157
O	14.87	12.78	25.891	-0.173	0.085	-0.069
O	-6.213	2.733	22.113	-0.37	0.155	0.397
O	-2.158	-2.688	28.17	0.088	-0.142	0.1
O	2.48	2.273	26.801	-0.116	0.118	0.107
O	-4.412	3.65	23.784	-0.287	-0.18	-0.187
O	-0.65	6.062	29.2	-0.133	-0.01	-0.021
O	-1.948	6.707	27.002	-0.094	0.09	-0.084
O	6.751	13.139	26.298	-0.141	-0.056	0.026
O	1.579	6.872	22.155	0.04	0.296	-0.1
O	2.023	12.662	30.857	0.212	-0.112	0.236
O	2.179	13.449	24.105	-0.008	0.043	-0.081
O	1.47	14.902	21.949	0.16	0.288	-0.131
O	4.444	12.424	25.021	-0.201	-0.037	-0.136
O	6.684	-5.117	24.347	0.091	0.109	-0.181
O	4.387	4.063	25.944	0.121	0.116	-0.306
O	5.778	-5.569	26.755	0.1	0.005	-0.033
O	8.302	-2.398	24.391	-0.077	0.085	-0.422
O	3.044	5.083	23.95	-0.092	0.112	-0.463
O	1.861	4.775	26.296	0.065	-0.098	-0.222
O	5.775	8.734	24.538	0.08	-0.094	-0.269
O	5.519	5.458	20.994	-0.326	0.487	-0.042
O	3.787	9.212	26.274	-0.13	-0.27	-0.297
O	3.113	10.124	31.016	-0.055	-0.118	0.021
O	10.905	9.652	26.109	-0.029	0.163	-0.226
O	8.244	9.339	25.165	-0.137	0.087	0.033
O	13.245	-6.247	27.154	-0.022	0.205	0.044
O	9.457	-1.355	22.291	-0.075	-0.191	-0.192
O	8.757	0.952	20.598	0.098	0.137	0.142
O	11.205	0.564	30.835	0.077	0.073	0.123
O	12.56	3.468	26.485	-0.22	-0.081	0.12
O	10.278	6.84	29.345	-0.105	-0.031	-0.14
O	10.633	5.138	25.457	0.028	-0.06	-0.327
O	13.189	5.619	25	0.133	-0.07	0.058
O	13.26	8.36	25.213	0.119	-0.009	-0.154
O	3.326	8.19	23.747	-0.204	0.066	-0.205
O	12.602	14.243	26.083	-0.04	0.193	-0.02
O	15.159	11.147	28.587	0.324	0.112	-0.143
O	-2.452	1.321	26.379	-0.244	-0.047	-0.108
O	-1.866	3.998	32.308	-0.209	0.154	-0.116
O	-0.687	0.403	28.146	0.168	0.066	0.218
O	2.683	0.545	24.836	0.103	0.063	-0.047
O	-3.393	6.253	29.155	0.042	-0.211	0.036
O	0.64	7.835	30.506	0.223	0.155	-0.204
O	5.364	8.555	30.456	-0.058	-0.135	0.195
O	0.806	12.344	22.073	0.249	0.034	-0.352
O	4.389	10.405	28.851	-0.013	0.085	-0.186
O	0.403	13.21	28.84	0.012	-0.197	-0.334
O	0.221	17.446	25.764	0.101	0.212	-0.124
O	4.34	14.936	24.38	0.294	-0.141	-0.458
O	10.192	-6.156	23.697	-0.331	0.051	-0.215
O	5.351	0.766	25.236	0.02	-0.048	0.075
O	10.787	-0.913	28.687	0.146	0.134	-0.211
O	6.738	0.861	28.499	-0.164	0.014	-0.214
O	4.849	6.262	29.304	-0.009	-0.163	0.144
O	6.158	3.075	29.841	-0.028	0.104	-0.171
O	5.681	8.351	27.826	-0.149	0.106	-0.045
O	14.545	8.496	28.878	-0.048	0.076	0.233
O	7.491	7.278	29.288	-0.004	0.109	0.168
O	4.396	6.707	25.639	0.111	0.059	-0.016
O	9.162	14.035	27.065	0.246	-0.148	0.01
O	12.649	10.783	24.494	-0.116	0.049	-0.086
O	12.039	-1.319	21.514	-0.018	0.38	0.314
O	7.393	-0.056	23.591	0.026	-0.067	-0.052
O	16.894	10.426	31.007	-0.054	-0.071	-0.187
O	14.076	2.398	28.751	0.091	-0.214	-0.066
O	12.231	4.702	33.405	-0.146	-0.078	-0.14
O	8.742	2.525	29.158	0.164	0.25	-0.128
O	9.091	6.891	27.012	0.168	-0.039	-0.259
O	13.365	-0.064	29.422	0.05	-0.337	-0.124
O	11.771	6.984	26.802	-0.092	-0.16	0.133
O	12.952	10.36	29.799	-0.038	-0.16	0.261
O	15.01	15.347	26.099	0.012	-0.141	-0.232
O	14.056	14.755	34.379	-0.243	0.343	0.029
O	-4.682	1.473	28.131	0.038	0.075	0.125
O	-4.028	2.342	32.285	0.082	0.042	0.159
O	3.938	-0.887	32.077	-0.161	-0.381	0.018
O	0.532	3.144	33	0.029	-0.255	-0.159
O	1.955	11.156	33.084	0.236	0.045	0.16
O	0.276	5.377	31.597	-0.131	-0.034	0.149
O	2.138	5.843	29.801	-0.015	-0.156	0.163
O	-1.642	12.968	30.529	0.036	-0.037	0.284
O	1.295	17.139	32.272	0.191	0.041	0.331
O	4.109	4.326	30.959	-0.103	0.216	0.278
O	0.91	8.662	32.939	-0.024	0.033	0.298
O	4.59	1.75	31.573	-0.051	-0.159	-0.085
O	3.744	-0.632	26.927	0.121	-0.165	-0.122
O	8.171	-1.225	29.269	0.085	-0.03	-0.025
O	5.57	-1.565	28.595	0.139	0.042	-0.279
O	3.476	4.129	28.424	-0.098	-0.287	-0.139
O	8.119	5.507	33.091	0.032	-0.098	-0.066
O	6.292	3.644	32.403	0.329	0.022	0.127
O	3.834	16.516	29.597	0.084	-0.015	-0.057
O	6.191	16.139	30.815	-0.015	0.189	0.001
O	7.576	11.727	32.926	0.109	-0.041	0.05
O	8.488	4.992	28.718	-0.111	-0.018	0.202
O	11.531	5.158	30.971	0.166	0.028	0.242
O	6.88	3.183	27.281	0.112	0.271	-0.261
O	12.009	-2.827	30.836	0.003	0.186	-0.086
O	17.496	-1.186	30.453	-0.191	0.253	0.282
O	12.327	9.258	32.194	-0.249	0.131	0.196
O	13.198	11.698	32.166	0.113	0.209	-0.115
O	13.165	6.835	32.225	0.149	-0.169	-0.009
O	9.777	13.158	29.531	-0.074	-0.156	0.054
O	9.722	13.162	32.258	-0.005	0.122	0.154
O	15.734	15.3	32.394	0.077	0.074	0.168
O	15.627	17.273	30.625	-0.019	0.145	0.289
Si	-0.01	0.019	5.514	0.023	-0.022	-0.034
Si	2.732	2.769	5.524	-0.025	0.011	-0.023
Si	-0.012	5.524	5.504	0.025	-0.011	-0.027
Si	2.678	8.249	5.453	0.028	-0.044	-0.066
Si	-0.018	10.958	5.449	0	-0.01	-0.08
Si	2.742	13.676	5.559	0.008	0.027	-0.012
Si	5.498	0.012	5.517	0.022	0.055	0.007
Si	8.171	2.759	5.548	0.046	-0.009	-0.05
Si	5.411	5.498	5.539	-0.027	-0.027	-0.01
Si	8.21	8.233	5.561	0.033	0.07	0.027
Si	5.453	10.934	5.562	-0.012	-0.025	-0.014
Si	8.169	13.695	5.528	-0.003	-0.047	-0.045
Si	10.948	-0.021	5.549	-0.071	-0.016	-0.029
Si	13.671	2.758	5.521	0.049	0.01	-0.044
Si	10.937	5.476	5.499	-0.024	-0.024	-0.051
Si	13.644	8.253	5.504	0.005	-0.001	-0.046
Si	10.883	11.009	5.525	0.03	-0.023	-0.044
Si	13.654	13.702	5.496	0.049	0.034	0.026
Si	1.366	1.381	6.882	-0.02	0.031	-0.025
Si	4.087	4.113	6.91	-0.015	0.02	0.028
Si	1.364	6.869	6.866	-0.03	-0.004	0.007
Si	4.07	9.551	6.876	0.01	0.018	-0.006
Si	1.348	12.29	6.871	-0.015	0.027	-0.009
Si	4.123	15.048	6.896	-0.017	-0.025	-0.01
Si	6.846	1.362	6.909	0.004	-0.032	0.015
Si	9.578	4.107	6.885	-0.02	0.025	-0.011
Si	6.827	6.841	6.888	-0.014	0.01	-0.022
Si	9.573	9.599	6.912	-0.061	0.01	0.006
Si	6.83	12.305	6.905	-0.005	0.032	-0.014
Si	9.569	15.02	6.902	0.043	-0.014	0.024
Si	12.313	1.368	6.89	-0.06	0.049	-0.015
Si	15.051	4.119	6.876	-0.019	-0.022	-0.009
Si	12.308	6.841	6.869	-0.007	0.004	-0.008
Si	15.035	9.596	6.858	-0.016	0	0.014
Si	12.3	12.325	6.878	0.014	-0.036	0.011
Si	15.03	15.042	6.881	-0.023	0.008	-0.021
Si	0.002	2.74	8.253	0.04	0.019	0.009
Si	2.734	0.003	8.249	-0.002	-0.007	0
Si	-0.012	8.212	8.233	0.026	-0.01	-0.005
Si	2.72	5.487	8.251	0.02	-0.022	-0.003
Si	-0.016	13.654	8.246	-0.01	-0.026	-0.006
Si	2.714	10.922	8.242	-0.01	0.002	0.003
Si	5.471	2.733	8.257	-0.015	-0.015	0
Si	8.214	-0.013	8.266	0.022	0.03	-0.007
Si	5.455	8.194	8.248	-0.002	-0.041	0.009
Si	8.203	5.464	8.247	0.021	-0.012	0.02
Si	5.47	13.667	8.266	0.038	0.025	0.002
Si	8.194	10.935	8.276	0.014	-0.044	0.016
Si	10.935	2.721	8.249	0.02	-0.024	0.013
Si	13.665	-0.011	8.263	0.063	0.008	0
Si	10.94	8.196	8.249	0.044	0.019	0.008
Si	13.67	5.464	8.242	0	-0.024	0.003
Si	10.932	13.653	8.27	-0.022	0.003	-0.001
Si	13.657	10.935	8.241	0.024	0.019	-0.011
Si	1.379	4.099	9.62	-0.015	0.007	0.004
Si	4.116	1.356	9.617	-0.01	0.02	-0.005
Si	1.365	9.546	9.614	-0.019	-0.006	0.004
Si	4.12	6.811	9.62	-0.005	0.017	0.001
Si	1.371	15.012	9.608	-0.008	0	-0.013
Si	4.103	12.274	9.604	-0.027	0	-0.011
Si	6.861	4.079	9.624	-0.007	0	0.009
Si	9.587	1.342	9.626	-0.021	-0.006	0.011
Si	6.837	9.539	9.623	-0.013	0.05	0.004
Si	9.581	6.813	9.619	-0.043	0.013	-0.002
Si	6.856	15.012	9.627	-0.026	-0.012	-0.003
Si	9.582	12.271	9.642	0.015	0.021	0.006
Si	12.312	4.077	9.609	-0.02	0.009	-0.008
Si	15.045	1.349	9.616	-0.027	0.002	-0.006
Si	12.311	9.545	9.621	-0.005	-0.028	-0.005
Si	15.047	6.822	9.604	-0.007	0.004	-0.007
Si	12.299	15.012	9.638	-0.018	-0.001	0.006
Si	15.025	12.28	9.619	-0.011	0	-0.006

Results
total energy: -115451.509 eV
total energy less fixed offsets of O -438.04, Si -107.15 eV per atom: 3.231 eV
